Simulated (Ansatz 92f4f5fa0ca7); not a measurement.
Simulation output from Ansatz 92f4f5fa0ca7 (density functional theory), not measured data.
Periodic cell of 224 atoms, Si134O86N4, from a study of silicon, its oxide and their interface. The atomic structure is a simulated model.

Settings: functional r2SCAN; potential files Ansatz PAW; basis plane waves; wave-function cutoff 800 eV; density cutoff ratio 5; exchange-correlation grid ratio 1; k mesh 1 x 1 x 1, shifted by 0.5 0.5 0 of a step; self-consistency stop 1e-10 eV per atom in the density residual; occupations fixed; spin none; net charge 0.

Cell vectors (angstrom)
a, 10.88, 0, 0
b, 0, 10.88, 0
c, 0, 0, 32.3105

Atoms: element, x, y, z (angstrom)
Si, -0.2672, 0.2309, -0.0538
Si, 2.8705, 2.5487, -0.0529
Si, -0.1361, 5.4606, -0.075
Si, 2.8347, 7.9273, 0.086
Si, 5.1421, 0.3868, -0.2329
Si, 8.3908, 2.5789, -0.1045
Si, 5.3127, 5.9714, -0.0451
Si, 8.5976, 7.7164, 0.2148
Si, 1.3616, 1.348, 1.2562
Si, 4.17, 4.1656, 1.0852
Si, 1.3792, 6.6536, 1.3248
Si, 4.1002, 9.5896, 1.134
Si, 6.7486, 1.4238, 1.1513
Si, 9.5101, 4.0528, 1.305
Si, 6.8697, 6.8065, 1.4823
Si, 9.5917, 9.4966, 1.3053
Si, 0.0078, 2.6998, 2.635
Si, 2.7464, -0.0059, 2.5833
Si, 0.057, 8.11, 2.6547
Si, 2.7991, 5.3747, 2.6226
Si, 5.448, 2.7758, 2.5467
Si, 8.1132, 0.0052, 2.5504
Si, 5.449, 8.2745, 2.6221
Si, 8.1687, 5.3578, 2.7381
Si, 1.3904, 4.0531, 3.9767
Si, 4.086, 1.3968, 3.909
Si, 1.4165, 9.4971, 3.9692
Si, 4.1059, 6.8254, 3.9337
Si, 6.7804, 4.0268, 4.0249
Si, 9.5003, 1.3355, 3.9357
Si, 6.7939, 9.5859, 3.9947
Si, 9.5262, 6.7969, 4.0001
Si, 0.0078, -0.0134, 5.2832
Si, 2.7317, 2.6999, 5.3232
Si, 0.0257, 5.435, 5.335
Si, 2.7494, 8.1472, 5.3395
Si, 5.4271, 0.0544, 5.3324
Si, 8.1609, 2.6808, 5.3477
Si, 5.4367, 5.4563, 5.3121
Si, 8.1491, 8.18, 5.3198
Si, 1.3563, 1.3501, 6.6649
Si, 4.0643, 4.0955, 6.6622
Si, 1.3661, 6.8087, 6.6987
Si, 4.0874, 9.5336, 6.6868
Si, 6.7955, 1.3672, 6.7208
Si, 9.5163, 4.079, 6.6797
Si, 6.784, 6.813, 6.6668
Si, 9.5287, 9.533, 6.6568
Si, 0.0056, 2.7219, 8.0262
Si, 2.6938, -0.0133, 8.0365
Si, -0.021, 8.1774, 8.0291
Si, 2.7186, 5.4371, 8.0421
Si, 5.4179, 2.7533, 8.0311
Si, 8.1836, -0.0018, 8.0364
Si, 5.441, 8.1624, 8.0434
Si, 8.1398, 5.4624, 8.0177
Si, 1.3217, 4.1161, 9.3946
Si, 4.0564, 1.3697, 9.3619
Si, 1.3235, 9.52, 9.4124
Si, 4.0678, 6.7977, 9.4029
Si, 6.7708, 4.1197, 9.3811
Si, 9.5443, 1.3631, 9.3959
Si, 6.8399, 9.5022, 9.378
Si, 9.4667, 6.8483, 9.3769
Si, -0.0179, -0.0026, 10.8132
Si, 2.6775, 2.7238, 10.7109
Si, -0.0735, 5.5099, 10.7217
Si, 2.6602, 8.1201, 10.746
Si, 5.4654, -0.006, 10.6558
Si, 8.1606, 2.7555, 10.6798
Si, 5.4494, 5.4816, 10.7893
Si, 8.164, 8.1896, 10.8273
Si, 1.352, 1.389, 12.1233
Si, 4.0412, 4.0741, 12.0351
Si, 1.2205, 6.8416, 12.151
Si, 4.1004, 9.4974, 11.9541
Si, 6.8438, 1.3473, 11.9851
Si, 9.4332, 4.1638, 12.0456
Si, 6.7934, 6.8505, 12.2029
Si, 9.5025, 9.5539, 12.2425
Si, -0.1112, 2.7826, 13.3623
Si, 2.8365, -0.005, 13.3146
Si, -0.0348, 8.2739, 13.7148
Si, 2.5978, 5.3546, 13.357
Si, 5.4606, 2.6855, 13.2655
Si, 8.097, 0.0552, 13.5369
Si, 5.3634, 8.2266, 13.4824
Si, 8.1469, 5.4886, 13.5745
Si, 1.0464, 4.2273, 14.7775
Si, 4.3984, 1.1426, 14.6543
Si, 1.792, 9.4268, 14.7865
Si, 3.6926, 6.9758, 14.5785
Si, 6.8605, 3.8493, 14.6773
Si, 9.1916, 1.7606, 14.75
Si, 6.4937, 9.808, 14.8397
Si, 9.7773, 6.548, 14.9642
Si, 2.7096, 2.7538, 16.8794
Si, 2.2635, 10.8031, 17.621
Si, 10.382, 9.6868, 18.8382
Si, 4.7861, 4.9793, 16.7869
Si, 5.372, 11.1098, 17.4165
Si, 6.6804, 6.3949, 18.741
Si, 7.6816, 9.1125, 17.5174
Si, 10.0188, 24.4519, 22.4774
Si, 9.6225, 12.4961, 19.7045
Si, 6.4349, 13.0345, 19.5014
Si, 8.3169, 13.5298, 29.1291
Si, 10.2203, 17.7644, 20.303
Si, -2.3469, 16.1859, 22.1263
Si, 6.0013, 12.0554, 22.1744
Si, 8.3731, 11.5151, 23.8346
Si, 16.7685, 4.9385, 21.0646
Si, 10.8221, 17.4941, 23.2244
Si, -0.2639, 2.8365, 17.0761
Si, 5.6375, 9.4079, 26.9119
Si, 4.8967, 14.1285, 25.8634
Si, -1.5148, 5.5716, 17.7532
Si, 6.6936, 10.1108, 29.5424
Si, 6.9281, 7.3508, 30.022
Si, 5.4553, 12.635, 29.4585
Si, 5.6731, 11.4079, 24.7599
Si, 4.3965, 14.7061, 23.1116
Si, 13.0209, 4.1531, 27.0157
Si, 5.6737, 15.6348, 29.555
Si, 1.4576, 4.1824, 24.0331
Si, 3.2445, 16.9901, 28.6287
Si, 9.8263, 8.9249, 25.1302
Si, 11.5426, 20.8125, 27.4582
Si, 1.4987, 4.1759, 29.9601
Si, 7.5165, 4.3352, 27.2361
Si, -1.1912, 10.9478, 29.5398
Si, 2.3331, 19.6019, 29.5581
Si, 7.6923, 7.2777, 27.006
Si, 3.329, 21.7566, 28.1784
O, -0.0764, -0.2741, 30.6887
O, -1.4313, 1.3519, -0.27
O, 3.9025, 1.4048, -0.6203
O, 2.0754, 2.9986, 30.8905
O, 1.3387, 14.7695, 25.636
O, -6.794, 6.9943, 31.9084
O, 1.1404, 8.7303, 28.4544
O, 7.0418, 15.4885, 28.7537
N, 5.7858, 0.3677, 30.4525
O, 8.1089, 3.1896, 30.6926
O, 9.7498, 6.7106, 31.9444
O, 7.8493, 8.0253, 31.1403
O, 8.7989, 19.0203, 26.1571
O, 6.907, 1.9146, 28.7247
O, 0.1957, 5.5741, 15.1345
O, 3.5545, 2.049, 15.7061
O, 2.258, 1.543, 17.8842
O, 1.7838, 10.3824, 16.1259
O, -0.9138, 12.4866, 16.206
O, 2.7147, 8.1367, 15.2029
O, 4.0567, 6.0352, 15.8378
O, 5.4092, 5.9446, 17.8902
O, 7.9065, 5.3909, 18.4247
O, 9.6906, 10.9015, 19.604
N, 5.4547, 11.007, 15.6621
O, 7.3256, 8.9084, 15.9473
O, 11.9533, 10.0673, 18.5009
N, 1.2232, 3.3699, 16.3273
O, -2.9209, 2.7512, 15.175
O, -4.8895, 15.1167, 16.0088
O, -0.5272, 8.4141, 19.8323
O, 11.1808, 17.6232, 21.6221
O, 6.6505, 10.2805, 17.9961
O, 9.2876, 9.3983, 17.6404
O, 14.7604, 10.4951, 17.8519
O, 14.5771, 14.8189, 17.4187
O, 7.2501, 7.8638, 18.436
O, 5.4042, 2.627, 22.6442
O, 10.4258, 5.9885, 18.9417
O, 5.6746, 12.5949, 18.1072
O, 13.7019, 14.4748, 23.3844
O, 8.0657, 23.8232, 19.4723
O, 7.5813, 11.6386, 22.3927
O, 4.486, 15.7504, 21.8744
O, 9.0252, 20.9846, 24.3205
O, -1.1946, 15.0371, 17.0664
O, 4.2347, 12.2015, 28.4433
O, 7.2076, 11.9542, 24.8694
O, 6.0782, 3.6675, 20.0351
O, 15.6414, 12.5571, 25.434
O, 9.0141, 14.6745, 21.8647
O, 6.9527, 15.9933, 22.2912
O, -0.5542, 12.7329, 21.147
O, 5.2223, 21.9738, 23.2177
O, 12.0559, 16.66, 23.8674
O, 6.3367, 14.3946, 26.5228
O, 13.8793, 10.1964, 29.6175
O, 9.5567, 12.5299, 29.3248
O, 9.5094, 12.6404, 23.7011
O, 10.5919, 2.3317, 18.6151
O, 9.2936, 6.685, 16.5495
O, 6.5916, 21.1383, 27.9143
O, 5.8052, 11.9805, 20.5853
O, 1.3765, -7.2246, 28.3951
O, -4.6888, 7.8861, 26.7768
O, 8.7945, 17.2458, 20.9092
O, 7.8224, 16.6138, 26.4885
O, 4.91, 15.1344, 24.5852
O, 4.1137, -1.1566, 27.3449
O, 8.7766, 14.3023, 27.7207
O, 6.0804, 6.3004, 20.2336
O, 11.1023, 9.4795, 25.9736
O, 5.6786, 9.9608, 25.413
O, 12.7597, 11.0457, 27.4263
O, 10.1651, 10.4364, 28.0987
O, 14.2693, 7.6548, 28.9565
O, 14.4911, 14.3694, 26.8131
O, 9.391, 16.7134, 23.3883
N, 6.1169, 16.8131, 30.6993
O, 11.2559, 14.3108, 23.1414
O, 7.8235, 7.2054, 28.6435
O, 16.0183, 3.2795, 30.0286
O, 5.9717, 8.6541, 29.7758
O, 13.2787, 16.6291, 27.2886
O, 1.946, 8.3305, 31.0681
O, -2.6184, 21.1635, 29.9032
O, 2.5531, 5.4042, 29.9177
O, 4.6985, 16.322, 28.4644
O, 10.5388, 18.8786, 23.9999
O, 0.2017, 4.7817, 30.7528

Results
free energy: -136302.687 eV
free energy less fixed offsets of N -386.36, O -570.45, Si -639.56 eV per atom: 2.493 eV

Forces (eV/angstrom), in the order of the atoms: element, x, y, z
Si, -0.074, -0.1131, -0.256
Si, -0.119, -0.0782, -0.6356
Si, 0.0867, 0.0597, -0.2542
Si, -0.0429, 0.0255, -0.3478
Si, -0.0415, 0.0212, -0.4999
Si, -0.0062, 0.0261, -0.2883
Si, 0.1571, 0.0901, -0.3359
Si, -0.0204, 0.0422, -0.3349
Si, 0.0146, 0.0289, 0.022
Si, -0.0298, -0.029, 0.1141
Si, -0.0318, -0.0287, 0.0213
Si, -0.0012, -0.0178, 0.0777
Si, 0.009, -0.078, 0.0669
Si, 0.0133, 0.0128, 0.0414
Si, -0.0313, -0.0218, 0.0496
Si, 0.0119, 0.0084, 0.0424
Si, 0.0346, 0.0373, -0.0578
Si, -0.0596, -0.0675, -0.0131
Si, 0.0082, 0.0459, -0.0675
Si, -0.0331, -0.0366, -0.0433
Si, 0.0377, 0.09, -0.0119
Si, -0.0035, 0.0038, -0.0634
Si, 0.0472, 0.0132, -0.0168
Si, -0.0497, -0.011, -0.038
Si, 0.0032, 0.0231, 0.0275
Si, -0.0019, -0.0004, 0.0734
Si, -0.0109, -0.0065, 0.0301
Si, -0.0193, 0.0097, 0.0346
Si, 0.0137, -0.0166, 0.0336
Si, -0.0454, 0.0108, 0.0362
Si, 0.007, -0.006, 0.0174
Si, 0.0329, -0.025, 0.0667
Si, 0.023, 0.0043, -0.0049
Si, -0.0252, 0.0073, -0.009
Si, 0.0031, 0.0017, -0.0019
Si, -0.007, -0.0078, -0.0004
Si, 0.0063, -0.0038, 0.002
Si, 0.0165, 0.0103, -0.0104
Si, 0.0035, -0.0026, 0.0038
Si, -0.017, 0.0093, -0.0016
Si, -0.0055, -0.008, -0.0043
Si, 0.0096, 0.0043, -0.0056
Si, 0.002, -0.004, -0.0084
Si, -0.001, 0.0006, -0.0086
Si, -0.0029, -0.0024, -0.0021
Si, -0.0024, 0.0012, -0.0051
Si, 0.0087, 0.0086, -0.0033
Si, -0.006, -0.004, -0.0042
Si, 0.0072, 0.0092, 0.0026
Si, -0.0051, -0.0019, 0.0029
Si, 0.005, 0.0056, 0.0055
Si, -0.0128, 0.0041, 0.0027
Si, -0.0004, 0.0018, -0.0004
Si, -0.0022, 0.0035, 0.0078
Si, -0.0028, 0.0036, 0.0058
Si, -0.0004, -0.0121, 0.0012
Si, -0.004, -0.0063, 0.0003
Si, -0.0032, -0.0082, -0.0072
Si, 0.0207, 0.0076, 0.004
Si, 0.0128, 0.0017, -0.0083
Si, -0.0005, -0.0061, -0.0087
Si, 0.0006, -0.0008, -0.0059
Si, 0.0022, -0.0051, -0.0046
Si, 0.0001, 0.0149, 0.0071
Si, -0.0055, 0, -0.0199
Si, 0.0058, 0.0069, -0.0205
Si, 0.0182, -0.0227, -0.0351
Si, -0.0337, 0.0028, -0.0377
Si, -0.0103, 0.0182, -0.0477
Si, -0.0161, -0.0204, -0.0506
Si, -0.0023, 0.0032, -0.0251
Si, -0.0084, -0.0029, -0.0116
Si, -0.0161, 0.0183, 0.0007
Si, -0.019, -0.0058, 0.0275
Si, 0.022, 0.0288, 0.0491
Si, 0.0063, -0.005, 0.0333
Si, 0.0111, -0.0187, 0.0322
Si, 0.002, 0.0113, 0.036
Si, 0.0105, 0.0302, 0.0036
Si, 0.0039, -0.0042, 0.0139
Si, 0.0225, -0.011, -0.0651
Si, 0.0271, 0.0044, -0.0072
Si, -0.0018, 0.0427, -0.0672
Si, 0.0192, -0.0109, -0.06
Si, -0.0286, -0.0206, -0.0313
Si, -0.0041, -0.0005, -0.08
Si, -0.0056, -0.0223, -0.0655
Si, -0.0261, 0.0085, -0.0461
Si, 0.0296, -0.0014, 0.3098
Si, -0.0057, 0.0077, 0.2614
Si, 0.0912, 0.0529, 0.2183
Si, -0.0135, -0.0122, 0.2497
Si, -0.0433, -0.0517, 0.2761
Si, 0.002, 0.0055, 0.2796
Si, 0.0146, 0.043, 0.2955
Si, 0.0266, -0.0317, 0.2961
Si, 0.033, -0.0302, 0.1312
Si, -0.0072, -0.0097, 0.2043
Si, -0.0076, -0.0072, 0.1263
Si, 0.0025, 0.0453, 0.2194
Si, -0.0007, 0.0339, 0.3084
Si, -0.0111, -0.0129, 0.1489
Si, 0.0251, -0.0045, 0.2032
Si, 0.0069, 0.0192, 0.0487
Si, -0.0281, -0.019, 0.1476
Si, 0.0049, 0.0177, 0.1402
Si, 0.0051, 0.0102, -0.2112
Si, -0.0051, -0.0059, 0.1301
Si, -0.0159, -0.0284, 0.0596
Si, 0.0037, -0.0012, 0.0859
Si, -0.0103, 0.0079, -0.0155
Si, 0.0016, -0.0131, 0.1015
Si, 0.0117, -0.0112, 0.0392
Si, -0.066, -0.0104, 0.2112
Si, -0.0038, -0.0082, -0.1124
Si, -0.0018, -0.0222, -0.094
Si, -0.0131, -0.0222, 0.2223
Si, 0.0217, -0.0517, -0.1603
Si, 0.0172, 0.0413, -0.1663
Si, -0.0447, 0.0203, -0.1838
Si, 0.0174, 0.0169, -0.0542
Si, -0.003, -0.0276, 0.0019
Si, 0.0356, 0.0009, -0.1354
Si, 0.007, -0.0341, -0.1695
Si, 0.0115, -0.0031, -0.0457
Si, -0.0042, -0.005, -0.1244
Si, -0.0058, 0.0021, -0.0551
Si, 0.0125, 0.0045, -0.1239
Si, 0.0528, 0.015, -0.1718
Si, -0.0108, -0.0164, -0.1294
Si, -0.0591, -0.0033, -0.1744
Si, 0.0251, 0.0367, -0.185
Si, 0.0082, 0.0034, -0.0761
Si, -0.0019, -0.0244, -0.1122
O, 0.0159, 0.018, 0.1868
O, 0.0523, 0.0617, 0.1644
O, -0.0473, 0.1917, 0.667
O, 0.1225, -0.0912, 0.1929
O, -0.0113, -0.0004, 0.0545
O, -0.0439, -0.0443, 0.2979
O, 0.0398, -0.0055, 0.0653
O, -0.0256, 0.0196, 0.0896
N, -0.0535, 0.0601, 0.1923
O, -0.0002, 0.007, 0.2035
O, -0.0931, -0.0617, 0.1887
O, 0.0676, -0.0068, 0.1418
O, -0.0053, -0.0148, 0.0435
O, -0.0032, -0.011, 0.115
O, -0.0402, -0.0907, -0.2081
O, 0.0055, -0.0182, -0.1428
O, 0.0098, 0.025, -0.0779
O, -0.0445, -0.0534, -0.1923
O, -0.0123, -0.0131, -0.1812
O, -0.0082, 0.0143, -0.114
O, -0.0278, 0.0218, -0.1667
O, -0.0479, -0.0495, -0.1396
O, 0.0354, 0.0074, -0.0869
O, 0.0087, -0.0077, -0.0715
N, 0.0145, -0.0216, -0.2872
O, -0.0394, 0.0109, -0.2016
O, 0.0412, 0.0099, -0.0662
N, 0.0217, 0.0743, -0.1716
O, -0.0008, -0.0146, -0.1588
O, 0.0574, 0.0019, -0.1865
O, -0.0212, 0.0145, -0.0567
O, 0.0035, 0.0088, -0.0461
O, -0.0143, -0.0032, -0.1152
O, -0.0322, -0.0111, -0.0781
O, -0.0018, 0.0028, -0.1026
O, -0.0081, -0.0143, -0.0679
O, 0.0137, 0.0319, -0.0799
O, 0.009, -0.0007, -0.0159
O, -0.0126, -0.0322, -0.1113
O, -0.0199, -0.0351, -0.0961
O, -0.0004, -0.0097, 0.0154
O, 0.0136, -0.0078, -0.0512
O, 0.0028, 0.0055, -0.0197
O, -0.0011, 0.0151, -0.0269
O, 0.0017, -0.0098, 0.0097
O, 0.0138, -0.0113, -0.0914
O, 0.0362, -0.0075, 0.0761
O, 0.0033, -0.0114, 0.0192
O, 0.0054, -0.0201, -0.0505
O, 0.003, 0.0059, 0.0346
O, -0.0068, -0.0029, -0.0255
O, 0.0103, 0.0108, -0.0153
O, -0.0128, -0.0133, -0.0472
O, -0.0147, -0.0106, -0.0098
O, 0.0055, -0.0025, 0.008
O, 0.0261, 0.0269, 0.067
O, -0.0158, -0.0326, 0.0765
O, 0.0106, -0.0146, 0.0894
O, 0.0065, -0.0132, -0.0036
O, 0.0378, 0.025, -0.1257
O, 0.033, 0.0295, -0.2096
O, 0.014, 0.016, 0.0888
O, 0.0018, -0.0078, -0.0733
O, -0.039, 0.0156, 0.1538
O, 0.0218, -0.0006, 0.0582
O, 0.0113, 0.0032, -0.0497
O, -0.0098, -0.0011, 0.0534
O, 0.0132, 0.0014, 0.0257
O, -0.0037, 0.0222, 0.0594
O, -0.0188, -0.0092, 0.0717
O, 0.0198, 0.0143, -0.0703
O, 0.0088, 0.0176, 0.0574
O, 0.0088, -0.0191, 0.0416
O, 0.0046, -0.0079, 0.0417
O, 0.0084, 0.0144, 0.0849
O, -0.0169, -0.0083, 0.0796
O, -0.0208, 0.0157, 0.0413
O, 0.0042, 0.0053, -0.0187
N, -0.0443, 0.0459, 0.1826
O, -0.0128, -0.0057, -0.0202
O, -0.0222, 0.0122, 0.159
O, 0.025, 0.0198, 0.0603
O, 0.0248, -0.025, 0.074
O, -0.0063, 0.0165, 0.0802
O, 0.0063, -0.0233, 0.1796
O, 0.0312, -0.0109, 0.0495
O, -0.0215, -0.0185, 0.0673
O, 0.0049, -0.0039, 0.0583
O, 0.0004, 0.0063, 0.0111
O, 0.0162, -0.031, 0.1687

The program warned: the cutoff lies below the one the program advises for these potential files; the forces do not sum to zero within the program's tolerance; empty levels may hold ghost states of the PAW files; the exchange-correlation potential is rough where the density is thin.
